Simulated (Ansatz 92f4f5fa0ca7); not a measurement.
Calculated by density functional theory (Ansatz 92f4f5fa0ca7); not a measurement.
Periodic cell of 215 atoms, Si132O82B1, from a study of silicon, its oxide and their interface. The atomic structure is a simulated model.
Doubt: the cutoff is far below the 930 eV that the study's wrapper takes by default for these files, so forces and energies are approximate.

Settings: functional PBE; potential files Ansatz PAW; basis plane waves; wave-function cutoff 580 eV; density cutoff ratio 5; exchange-correlation grid ratio 1; k mesh 1 x 1 x 1, Gamma-centred; self-consistency stop 5e-08 eV per atom in the density residual; occupations fixed; spin none; net charge -1 e, with a uniform compensating background and no finite-size correction.

Cell vectors (angstrom)
a	10.938	0	0
b	0	10.938	0
c	0	0	31.5432

Atoms and the computed forces on them: element, x, y, z (angstrom), force x, y, z (eV/angstrom)
Si	10.4151	0.589	24.3517	-0.028	0.0485	0.1661
Si	6.0227	10.5127	24.1566	0.0541	-0.0418	0.1842
Si	2.11	3.265	24.0925	-0.0105	0.0375	0.1734
Si	8.6853	2.2748	24.3172	0.0354	-0.046	0.185
Si	0.4784	5.0683	24.1764	0.0536	-0.0421	0.1776
Si	5.0299	5.9098	24.2103	-0.0122	0.0359	0.1737
Si	3.3732	7.6646	24.1773	0.0224	-0.0412	0.1663
Si	7.8127	8.8416	24.0093	-0.0408	-0.0121	0.1932
Si	1.3307	1.4874	25.4616	-0.0192	0.0281	0.0368
Si	6.8986	1.3154	25.505	0.029	-0.0322	0.0697
Si	4.0097	4.1122	25.3422	-0.0204	0	0.021
Si	9.6466	4.1113	25.4366	0.0286	-0.0319	0.0449
Si	1.4776	6.8252	25.3872	0.0113	-0.0183	0.0367
Si	6.8811	6.9563	25.2584	-0.0055	0.014	-0.011
Si	4.2143	9.5437	25.3617	0.0132	-0.0217	0.0171
Si	9.5182	9.6518	25.4478	-0.0513	0.0066	0.0569
Si	2.7642	0.0138	26.6676	0.0102	0.0087	-0.1297
Si	8.2041	-0.0194	26.959	0.004	-0.0072	0.2174
Si	0.004	2.7767	26.9313	0.0035	-0.0011	0.2001
Si	5.4333	2.746	26.6917	0.0106	-0.0215	-0.1106
Si	2.7399	5.4437	26.8608	-0.0053	-0.004	0.1296
Si	8.206	5.5329	26.6568	0.0369	0.002	-0.1226
Si	0.0246	8.2193	26.6797	0.0286	0.0161	-0.115
Si	5.5393	8.2042	26.8144	0.0153	0.0133	0.0894
Si	4.098	1.368	28.0892	-0.0046	0.0365	0.0643
Si	9.586	1.3744	28.2909	-0.0048	0.0011	-0.367
Si	1.3797	4.1252	28.2921	-0.0037	-0.0575	-0.3573
Si	6.8243	4.1443	28.0414	0.0156	-0.0582	0.1235
Si	4.1542	6.8234	28.1763	-0.0917	0.0239	-0.1027
Si	9.5867	6.8534	28.0698	-0.024	0.0085	0.0883
Si	1.3898	9.5922	28.0628	-0.0491	-0.0033	0.1202
Si	6.8312	9.5312	28.2897	0.066	0.0789	-0.3417
Si	0.0508	-0.0211	29.5575	0.052	-0.0721	0.0193
Si	5.4308	0.0145	29.5183	-0.0029	0.0123	0.0426
Si	2.7644	2.7059	29.5551	0.0321	-0.0374	0.0503
Si	8.1657	2.7804	29.5079	-0.05	0.042	-0.0135
Si	-0.0305	5.5118	29.529	-0.0283	0.0198	0.0399
Si	5.502	5.4511	29.5372	0.0358	-0.0388	-0.0004
Si	2.7421	8.2193	29.4802	0.0281	-0.0181	-0.0614
Si	8.2444	8.1573	29.5585	0.0633	-0.058	0.0553
Si	1.4051	1.3445	30.9446	-0.0017	0.0056	0.0283
Si	6.813	1.3759	30.8584	0.0179	0.0308	0.013
Si	4.132	4.0775	30.9185	0.0142	-0.0017	0.0079
Si	9.5504	4.1221	30.8822	-0.0053	0.0015	0.0055
Si	1.3704	6.8571	30.8615	0.0093	0.0291	-0.0088
Si	6.8736	6.79	30.9366	-0.0182	-0.0022	0.0184
Si	4.0879	9.5754	30.8833	-0.045	-0.0345	0.0152
Si	9.6048	9.54	30.9173	0.0176	0.0249	0.0235
Si	2.7607	-0.0402	0.7789	0.0032	-0.0019	0.0342
Si	8.1819	-0.0003	0.6782	0.0071	-0.0639	0.0062
Si	-0.026	2.7399	0.7029	0.0339	-0.0291	-0.0219
Si	5.4926	2.6965	0.7477	-0.0204	-0.002	-0.0071
Si	2.718	5.474	0.6922	-0.0013	-0.0293	-0.0285
Si	8.2233	5.4172	0.7898	0.0118	0.0044	0.0448
Si	0.0386	8.1731	0.747	0.0043	-0.0084	0.0111
Si	5.468	8.2038	0.6995	0.0759	0.0018	-0.03
Si	4.1697	1.3071	2.1338	-0.0007	0.0174	-0.0223
Si	9.5262	1.3639	2.054	-0.0288	0.1092	-0.0549
Si	1.3404	4.1123	2.0726	-0.0551	0.0663	0.0051
Si	6.8724	4.0008	2.1471	0.0251	-0.0284	-0.0436
Si	4.0866	6.8424	2.0534	-0.0881	0.0588	-0.0616
Si	9.6161	6.8024	2.1217	0.048	-0.0785	-0.0388
Si	1.3756	9.5335	2.139	0.0446	-0.0344	-0.0519
Si	6.84	9.5623	2.085	-0.0284	-0.0169	0.0138
Si	-0.0879	-0.0312	3.3694	0.222	-0.1428	0.2844
Si	5.5521	-0.0285	3.5817	-0.0097	0.0392	-0.0641
Si	2.7228	2.7041	3.3499	0.0912	-0.0506	0.3042
Si	8.1894	2.5913	3.5953	-0.0222	0.0817	-0.0616
Si	-0.0024	5.4319	3.5657	-0.0038	-0.0172	-0.1308
Si	5.4609	5.4466	3.3315	0.0841	-0.1528	0.3574
Si	2.7664	8.1719	3.5303	-0.0258	0.0144	-0.0947
Si	8.253	8.2028	3.4151	0.0278	-0.0883	0.1208
Si	1.3171	1.3244	4.6799	0.0205	0.0875	-0.1976
Si	7.0506	1.0767	5.1051	0.2198	-0.2154	0.2214
Si	4.1327	4.0472	4.7144	-0.0534	-0.017	-0.2162
Si	9.5557	4.0041	4.9189	0.0443	0.0171	0.0994
Si	1.3924	6.822	4.9175	0.0838	-0.0346	0.0292
Si	6.8661	6.7698	4.6891	-0.064	-0.0203	-0.2209
Si	4.1515	9.5347	4.9094	-0.0907	-0.0651	0.0758
Si	9.5103	9.6235	4.8619	0.0384	-0.0501	-0.1847
Si	2.6515	0.0084	6.1248	0.0771	-0.0274	-0.1012
B	8.3757	-0.2814	6.2075	-0.267	0.3793	0.3136
Si	-0.0225	2.5452	6.2045	-0.1493	-0.2241	0.1261
Si	5.4858	2.6471	6.1302	0.0511	-0.0161	-0.0996
Si	2.7941	5.3841	6.1853	-0.0117	-0.0258	-0.0103
Si	8.1162	5.4011	6.1926	-0.0003	-0.1088	-0.1011
Si	0.0284	8.2648	6.2087	0.2065	-0.1702	-0.0432
Si	5.6458	8.1522	6.1468	0.2579	0.1296	0.1724
Si	3.5293	1.8993	7.21	-0.2193	0.1141	-0.2083
Si	9.9182	0.5563	7.3032	-0.2082	0.6171	-0.3303
Si	1.7695	3.586	7.3603	0.0714	-0.0142	-0.2614
Si	6.2227	4.4829	7.4015	0.0495	0.1116	-0.2146
Si	4.6994	6.3168	7.2649	0.0055	-0.1018	-0.22
Si	9.2176	7.1526	7.2843	-0.1829	0.3104	-0.1525
Si	0.9291	10.0842	7.5082	-0.2452	0.121	-0.1942
Si	7.6373	9.0211	7.3159	-0.5091	0.06	-0.3754
O	4.655	6.6338	8.8913	-0.1433	0.1003	0.335
O	1.3587	3.9268	8.9417	-0.0271	0.1053	0.3429
O	9.7431	6.525	8.7271	0.1051	-0.1177	0.4129
O	1.2948	10.1413	9.1544	0.224	-0.0997	0.4006
O	6.0681	4.2282	9.0511	0.022	-0.1733	0.3824
O	3.6774	1.6005	8.8184	0.1411	-0.0964	0.2966
O	7.2499	9.0503	8.9641	-0.0893	0.2242	0.6155
O	9.5872	0.9428	8.9021	-0.2866	0.0468	0.5468
O	8.2286	2.5593	22.7556	-0.0704	0.0477	-0.2622
O	10.9739	5.5646	22.6546	-0.0371	0.0713	-0.2637
O	5.6024	0.0888	22.6422	-0.0548	0.0817	-0.2532
O	5.2567	5.4106	22.6441	0.0572	-0.0545	-0.2802
O	2.1152	2.8411	22.4795	0.0305	-0.0926	-0.2947
O	3.2974	7.866	22.5243	-0.0543	0.0455	-0.2549
O	8.3642	8.7543	22.4305	0.0986	-0.0161	-0.2999
O	-0.201	11.2572	22.7594	0.0716	-0.0656	-0.2549
Si	2.1383	3.0031	12.8779	-0.0433	-0.0024	-0.3515
Si	8.7026	1.2595	10.2284	0.1388	-0.0753	-0.531
Si	1.0548	4.5374	15.3478	0.0023	-0.0196	-0.1483
Si	7.5639	5.5601	12.1936	-0.0557	-0.0262	-0.3521
Si	2.3842	8.2021	21.2245	0.0332	-0.0298	0.2411
Si	5.4302	7.7835	12.414	0.0443	-0.0078	-0.3908
Si	9.2562	0.5214	15.4086	0.0169	-0.0075	-0.1932
Si	2.8921	-0.0337	16.6365	0.0363	0.0053	-0.0415
Si	10.4644	1.1824	12.5264	-0.0539	-0.0135	-0.3793
Si	7.7373	2.8517	21.2465	0.0298	-0.0313	0.2333
Si	9.1194	8.8127	14.4216	0.0363	-0.0082	-0.2071
Si	1.4778	4.7758	10.3289	-0.0247	-0.0447	-0.4192
Si	4.4448	9.5064	19.1372	0.002	0.0031	0.1058
Si	11.0461	6.1094	21.1218	0.0158	-0.0225	0.2401
Si	6.6036	10.4755	14.8124	0.0556	-0.0265	-0.1262
Si	5.3572	0.7515	21.1844	0.0218	-0.0291	0.2308
Si	2.3445	9.7958	10.3737	-0.0949	0.0463	-0.363
Si	0.4038	10.655	21.3975	-0.035	0.0468	0.2121
Si	5.8192	5.2738	21.1357	-0.0251	0.0136	0.2689
Si	3.651	7.0845	10.0679	0.1014	-0.0788	-0.3603
Si	9.0341	5.729	14.8587	-0.0317	0.0168	-0.219
Si	3.6366	4.1065	19.0821	-0.0028	-0.0218	0.12
Si	10.0027	3.6767	19.3172	0.0022	0.0032	0.1226
Si	4.2716	8.6924	15.3202	0.048	0.0049	-0.1822
Si	0.4424	1.9483	17.1343	-0.0327	0.0021	-0.0042
Si	6.7602	7.5554	19.2649	0.0135	0.0121	0.1144
Si	5.2451	3.6349	16.737	0.0039	-0.0208	-0.036
Si	7.7598	5.0403	17.5316	0.0164	0.0078	-0.0107
Si	6.7198	9.8903	10.2613	0.1016	-0.0936	-0.4828
Si	4.4069	1.0104	10.1197	-0.0664	0.0456	-0.3033
Si	-0.0352	9.0789	11.8777	0.0762	-0.0019	-0.3113
Si	9.077	8.6443	20.9526	-0.032	0.0286	0.2539
Si	4.5361	1.6865	14.5708	-0.0366	0.0069	-0.2023
Si	2.4185	2.1131	21.0511	-0.0361	0.0272	0.2643
Si	6.37	3.3002	10.361	0.0355	0.0557	-0.4144
Si	3.434	5.9429	16.7081	-0.0046	0.0048	-0.0198
Si	9.8843	6.5413	10.3379	0.015	-0.0391	-0.4664
O	0.0751	2.6252	18.5743	0.0181	-0.0119	-0.0382
O	2.9282	9.6456	15.5486	-0.0124	0.0098	0.0443
O	10.8395	4.8131	20.15	-0.0221	-0.054	-0.0986
O	7.5988	2.3782	9.8357	-0.0525	0.0485	0.1451
O	10.9507	5.3715	10.7964	0.0094	-0.019	0.1237
O	6.5672	6.6904	12.829	-0.0006	0.0118	0.119
O	10.3141	8.0742	10.7378	0.0436	0.0916	0.1627
O	7.6459	9.4734	13.9646	-0.0158	0.0161	0.0714
O	8.4273	6.2072	10.9765	-0.0763	-0.0371	0.1779
O	5.3115	10.5227	20.0628	-0.0201	-0.0463	-0.0959
O	2.1836	3.7753	11.4277	0.0641	-0.1219	0.2583
O	7.943	8.5674	19.7756	-0.0446	-0.0243	-0.0954
O	6.1745	6.7545	20.5661	0.018	0.041	-0.0972
O	5.4983	2.7222	15.4096	0.0144	0.0286	0.0705
O	1.2803	0.9489	20.7122	0.0188	0.0016	-0.0802
O	6.1268	8.9633	11.4888	-0.0784	-0.0878	0.2061
O	4.6102	4.997	16.0971	0.0047	0.0056	0.0153
O	6.5818	3.9193	17.6317	-0.0023	-0.0034	-0.0045
O	10.546	10.6592	11.8096	-0.0039	0.0069	0.1284
O	5.5553	0.5192	13.965	0.0073	-0.0042	0.0718
O	7.9927	5.1436	15.9377	-0.0189	-0.0179	0.0737
O	9.7482	9.8892	15.4872	0.0178	0.0107	0.0719
O	-0.4132	5.1865	15.1724	0.0258	-0.0072	0.0579
O	1.5375	6.8588	20.8089	-0.0042	-0.0025	-0.0748
O	1.4747	0.6518	17.1481	0.0062	-0.005	0.0017
O	6.5667	1.7902	20.8272	-0.0059	0.0076	-0.0745
O	1.0024	1.8205	12.7951	0.0479	0.0085	0.1077
O	3.2328	5.5191	18.3025	0.004	0.015	-0.0311
O	9.5945	1.9907	11.4069	0.1072	0.004	0.2305
O	1.0426	3.1511	16.209	0.0035	-0.02	0.0399
O	8.599	5.1718	13.3917	0.0716	-0.001	0.2049
O	10.2465	8.5486	13.2666	-0.0816	-0.0117	0.1984
O	1.4204	9.4229	21.7064	0.0067	-0.0105	-0.0856
O	10.0576	9.9452	20.6209	-0.0096	-0.0196	-0.0829
O	3.214	0.1645	10.9009	-0.0041	0.005	0.1164
O	5.1335	2.3074	10.8394	-0.0366	-0.0305	0.1211
O	1.6892	4.1754	13.9032	-0.0392	0.0611	0.1737
O	7.9384	10.8508	10.7999	-0.0361	0.0054	0.181
O	9.1126	4.4981	18.2323	-0.0145	0.0069	-0.0296
O	5.6369	9.5327	15.7577	-0.0126	-0.0095	0.0558
O	5.537	-0.0751	9.7069	-0.0082	0.0104	0.056
O	3.5734	2.3465	13.398	0.0678	-0.0342	0.1326
O	1.9814	5.6927	16.0195	0.0258	0.0184	0.0202
O	9.6505	1.1282	13.9379	-0.0553	-0.0162	0.213
O	4.3464	6.9607	11.5237	0.0494	0.0324	0.2164
O	4.7236	4.5151	20.2151	-0.0414	-0.0232	-0.1017
O	9.953	1.4089	16.5559	0.0263	0.019	0.0441
O	6.7443	4.2548	11.641	0.0588	0.0771	0.1848
O	5.5496	8.4255	18.592	-0.0004	-0.0058	-0.0253
O	9.0386	2.7586	20.2672	0.0464	0.0203	-0.0996
O	3.5865	1.1474	15.7731	-0.0184	-0.0239	0.0679
O	4.202	3.0956	17.9013	0.0119	-0.0016	-0.0283
O	9.8829	7.2256	20.898	0.0057	-0.0109	-0.0755
O	3.3203	8.649	9.7569	0.0096	-0.0067	0.1147
O	3.9571	7.442	16.3291	-0.0141	-0.0327	0.0283
O	7.6269	0.5204	15.6437	0.0027	0.0189	0.0498
O	8.9152	7.3453	15.0582	-0.004	-0.0278	0.0657
O	3.9029	1.4684	21.1792	0.0173	-0.0002	-0.0792
O	1.5939	9.1103	11.6769	-0.049	-0.0294	0.1268
O	2.3513	6.1219	10.0604	-0.0033	0.0131	0.1242
O	7.3142	6.4775	18.1679	0.0066	-0.0219	-0.0321
O	7.1851	4.3839	21.1378	-0.002	-0.0037	-0.0784
O	4.599	8.2932	13.7484	-0.0604	0.0457	0.2162
O	3.2985	8.69	19.9728	0.0496	0.026	-0.105
O	2.4712	3.2569	19.8652	0.0302	0.0461	-0.1039
O	3.7	10.3665	17.9593	-0.0175	0.0109	-0.0244

Results
free energy: -130699.808 eV
free energy less fixed offsets of B -154.04, O -568.88, Si -635.61 eV per atom: 2.912 eV

The program warned: the cutoff lies below the one the program advises for these potential files; the exchange-correlation potential is rough where the density is thin.
